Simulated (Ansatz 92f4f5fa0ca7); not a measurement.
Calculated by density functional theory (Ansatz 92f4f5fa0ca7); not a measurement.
Periodic cell of 150 atoms, Si88O58N4, from a study of silicon, its oxide and their interface. The atomic structure is a simulated model.

Settings: functional r2SCAN; potential files Ansatz norm-conserving; basis plane waves; wave-function cutoff 1300 eV; density cutoff ratio 4; exchange-correlation grid ratio 1; k mesh 2 x 2 x 1, shifted by 0.5 0.5 0.5 of a step; self-consistency stop 5e-08 eV per atom in the density residual; occupations Fermi-Dirac, 0.05 eV; spin none; net charge 0.

Cell vectors (angstrom)
a  10.88  0  0
b  0  10.88  0
c  0  0  20.7425

Atoms: element, x, y, z (angstrom)
Si  0.4708  0.2023  0.0197
Si  2.6998  2.806  0.2343
Si  0.6261  5.2307  -0.2414
Si  2.1369  8.3169  -0.1701
Si  5.8564  -0.4113  -0.3038
Si  7.866  2.7175  -0.6603
Si  5.528  4.6822  -0.7304
Si  8.0779  8.4004  -0.3512
Si  1.6182  1.3367  1.7033
Si  4.4414  4.0576  1.2275
Si  1.7041  6.6205  1.1926
Si  4.4399  9.3706  0.8182
Si  6.9581  1.2807  1.0017
Si  9.4904  3.9014  1.178
Si  7.0098  6.4769  0.7609
Si  9.5127  9.7103  1.1588
Si  -0.0845  2.6122  2.6324
Si  3.039  -0.2562  2.5576
Si  0.1267  7.9754  2.6015
Si  3.0162  5.2745  2.5976
Si  5.9146  2.7611  2.6603
Si  8.0804  0.0675  2.649
Si  5.8181  7.8427  2.3785
Si  8.1453  5.54  2.3773
Si  1.451  3.8464  3.9118
Si  4.5342  1.0504  3.9915
Si  1.4215  9.4818  3.8736
Si  4.2594  7.0615  3.9017
Si  7.1707  4.4528  4
Si  9.3276  1.497  3.9703
Si  7.0548  9.235  3.7951
Si  9.5641  6.5692  4.0237
Si  -0.0179  0.0355  5.3273
Si  2.9429  2.3723  5.341
Si  0.2497  5.4568  5.3193
Si  2.921  8.397  5.4408
Si  5.7492  -0.2801  5.1606
Si  8.0897  2.7839  5.2175
Si  5.5403  5.5118  5.2426
Si  8.2271  8.0453  5.3401
Si  1.3497  1.2357  6.6632
Si  4.2098  4.3272  6.5987
Si  1.4072  6.774  6.6679
Si  4.3739  9.6121  6.6707
Si  6.7658  1.4477  6.5685
Si  9.4297  4.2025  6.4204
Si  6.7312  6.8687  6.6756
Si  9.2533  9.4904  6.8199
Si  -0.0258  2.6213  7.5344
Si  2.9088  0.1411  8.147
Si  -0.084  8.2076  7.8983
Si  2.9142  5.3543  8.0139
Si  5.4125  2.6703  7.9524
Si  7.7772  0.0739  8.273
Si  5.376  8.3138  8.6484
Si  8.0483  5.4622  7.9072
Si  1.1718  4.3522  9.0023
Si  3.0461  1.9349  9.6574
Si  1.5944  9.2777  9.2245
Si  3.6755  6.7973  9.6274
Si  7.0558  3.8168  9.1956
Si  9.3262  1.7851  9.1767
Si  6.6731  9.9008  10.0289
Si  9.81  6.4862  9.2717
Si  6.9188  5.4195  11.5921
Si  -1.4997  5.2227  15.928
Si  -3.6735  -1.5084  15.5971
Si  11.5295  -2.1237  16.127
Si  8.9221  3.2948  11.5378
Si  1.2425  -4.5435  14.7247
Si  3.3338  6.2536  12.7032
Si  1.1564  2.4744  11.8348
Si  6.5659  3.0727  13.1548
Si  4.879  0.8271  12.0261
Si  10.8671  10.7513  11.3792
Si  -1.3166  -1.4904  13.8795
Si  2.6169  3.7868  14.0932
Si  3.3662  1.8609  16.4728
Si  4.905  7.5262  14.9825
Si  8.2754  -2.914  11.5224
Si  4.5788  -0.4024  14.9477
Si  4.8476  1.9742  18.998
Si  5.6223  5.831  17.4547
Si  0.9339  11.5307  17.5198
Si  8.1349  7.5326  17.7267
Si  10.6763  -3.408  18.7598
Si  -3.8733  3.6602  15.7545
Si  9.3738  2.6056  17.3376
O  1.3946  -2.9672  19.118
O  0.3307  0.5036  -1.6297
O  3.375  1.7046  20.0113
O  -2.8627  -1.9166  16.9515
O  -0.0812  5.8901  19.0972
O  1.8015  4.1097  -0.3431
O  1.3408  9.7264  21.1759
O  -0.4  1.4464  16.9597
O  6.9383  -1.4623  -0.9755
O  5.3026  0.4549  18.9207
O  9.0643  2.3868  -1.7298
O  -4.2011  6.9089  18.0153
O  4.6303  2.1955  17.4343
N  9.0234  7.6702  19.1989
N  6.1529  3.1022  -1.0509
O  -0.4493  6.1211  14.9393
O  1.6717  2.9135  13.2949
O  3.5825  1.2205  11.0666
O  -1.0532  -0.4463  12.5514
O  0.9394  9.6577  10.7491
O  2.3938  7.9107  9.815
O  6.2474  4.7156  12.8751
O  5.7657  10.79  11.1381
O  7.8702  2.6852  16.7165
O  6.1226  4.7569  10.3063
O  10.2059  0.8028  10.1413
O  6.8983  7.0872  11.6391
O  7.9697  9.4522  10.9575
O  9.3355  7.1826  10.622
O  12.0515  0.8915  11.818
O  10.053  3.9723  16.8636
O  8.0698  -8.3257  12.7163
O  0.1394  5.4527  9.6767
O  -4.5037  2.7062  14.6855
O  10.8689  -1.727  14.6647
O  4.0393  -12.767  14.9954
O  4.6992  6.7691  16.4609
O  3.5781  6.2447  11.1302
N  8.3237  2.8744  10.0402
O  3.3743  -6.2677  13.0312
O  6.467  -2.7982  14.9127
O  4.3893  0.2407  13.4424
O  -5.2771  2.2514  12.1472
O  12.8029  17.6853  13.258
O  -0.4401  3.2265  11.6746
N  1.8838  14.0755  10.2756
O  1.7907  4.8375  15.1183
O  8.2533  4.6386  15.0812
O  6.0402  -0.2709  15.706
O  8.4099  15.8282  11.3997
O  15.4109  6.8587  13.5868
O  3.6282  -10.5209  15.9398
O  1.2679  -0.6625  16.6611
O  -0.3881  8.1796  17.2251
O  3.4203  2.9202  15.1859
O  -2.4483  -0.8241  14.8124
O  8.9059  -2.9075  13.103
O  12.9982  -9.1723  17.3991
O  1.7446  -3.3544  15.7475
O  5.9273  4.6704  16.3183
O  4.672  5.2324  18.7499
O  8.7519  6.2516  17.0369

Results
free energy: -38425.935 eV
free energy less fixed offsets of N -289.75, O -463.61, Si -117.95 eV per atom: 2.045 eV
pressure: -1.55 GPa
stress xx, yy, zz, yz, xz, xy (GPa, positive in tension): 0.35, 1.62, 2.69, -1.05, -0.65, -0.84

Forces (eV/angstrom), in the order of the atoms: element, x, y, z
Si  -0.9801  -1.4113  -0.2911
Si  -0.3025  1.4125  1.8479
Si  -2.4957  -0.9938  0.4037
Si  0.5566  2.7203  0.4821
Si  1.1207  3.1034  -3.5643
Si  0.6776  -0.2647  2.2486
Si  0.6093  0.6751  3.3196
Si  0.3916  0.2729  2.6774
Si  -0.7321  1.3333  -1.2946
Si  -0.6121  -0.5823  0.5513
Si  -1.2082  0.1295  1.8384
Si  -3.4243  -2.283  2.2942
Si  -0.0211  -0.3358  0.381
Si  0.1998  1.44  -1.9009
Si  -1.3562  1.3396  -1.7291
Si  0.3772  -0.3306  0.2438
Si  0.323  0.2282  0.0078
Si  0.8945  0.2837  -0.0855
Si  -0.8531  0.2854  -0.7431
Si  -0.1592  1.0731  0.6641
Si  -1.106  -0.1637  -0.6526
Si  1.1409  -0.6778  -1.078
Si  -1.2312  0.8337  -1.4895
Si  3.1308  -0.9236  0.1526
Si  0.7505  0.7558  0.5692
Si  -2.2636  2.1875  -2.0081
Si  0.2005  0.0599  0.8485
Si  -0.6117  -1.7174  0.2341
Si  -2.4614  -2.1982  -0.2592
Si  1.8888  -2.1198  -0.0108
Si  -0.3993  0.5068  -0.2074
Si  0.7355  1.6523  -1.1081
Si  -1.4754  -0.9563  -0.8224
Si  0.0448  1.6793  -0.5519
Si  -0.9432  -1.9761  -1.4205
Si  -1.6352  -1.7331  -0.9834
Si  1.5722  -0.1232  1.5085
Si  0.0508  1.1165  1.0986
Si  -0.5008  1.3966  -0.6981
Si  0.3812  -0.289  0.0217
Si  2.3576  -1.3281  -0.5418
Si  0.4638  -3.6659  -0.6556
Si  1.6364  1.8893  0.6422
Si  -0.1055  0.3308  2.8127
Si  -0.3933  -1.7562  0.1621
Si  1.2502  -0.4928  0.8417
Si  -0.3346  0.7798  1.4237
Si  0.5743  1.4016  -0.3951
Si  -1.9825  3.5776  2.6098
Si  -1.4968  -0.6099  -0.3787
Si  0.7543  -0.8822  0.7845
Si  -1.2475  1.6686  -0.0137
Si  -1.4294  1.0405  0.8341
Si  1.5938  1.3281  -1.4221
Si  0.3693  -0.6952  -1.066
Si  1.7471  -0.4043  0.4553
Si  -0.9969  -2.8836  1.0139
Si  1.4421  0.3638  1.1488
Si  -0.2313  -1.4247  1.6918
Si  -1.2738  2.8269  -0.707
Si  -0.85  0.529  0.7483
Si  -0.1275  -2.3264  -1.3362
Si  -0.8863  0.6492  0.3461
Si  0.2999  0.2157  -1.6994
Si  -1.3831  1.206  -0.7791
Si  4.3489  2.025  1.9903
Si  -1.3211  1.675  0.4638
Si  1.5984  0.4519  -0.5508
Si  -2.858  2.7613  0.213
Si  -1.1045  -0.9388  0.4888
Si  0.1614  -2.4443  0.0541
Si  -1.6315  2.7217  -2.3072
Si  -0.2482  0.5046  -2.6796
Si  -2.41  1.6556  -0.8019
Si  0.0574  2.075  -1.7758
Si  -2.9235  -0.3908  -4.6934
Si  0.3051  1.8668  4.8096
Si  2.575  0.0946  -2.4309
Si  -0.3136  2.6453  1.9057
Si  0.8209  -0.7967  2.6666
Si  0.5209  0.6721  0.0698
Si  -0.1901  -1.0469  1.8772
Si  -2.7243  0.8848  -1.1711
Si  -3.4118  0.7245  1.9755
Si  0.315  0.5425  0.1575
Si  1.137  -0.003  -0.8924
Si  3.1122  0.6046  0.6372
Si  0.5438  -1.3174  1.7328
O  -1.165  1.2009  0.5961
O  1.9454  -0.8414  -0.1813
O  2.5649  1.2016  -2.9581
O  -1.2889  -1.0088  0.2006
O  1.3451  -1.2152  0.8209
O  0.2013  -1.4368  -1.1696
O  1.3117  -2.0341  -2.1791
O  -1.032  0.1935  -0.4782
O  0.2365  -0.2757  0.0777
O  1.9068  -2.4301  3.2235
O  -0.496  0.6067  -2.0234
O  -1.1329  -0.6852  0.7
O  -0.7359  2.0439  -0.4032
N  -0.0332  1.3722  -0.721
N  -0.3858  -0.4168  -1.7606
O  1.0466  -0.642  0.7203
O  -2.9025  -2.6573  -2.4114
O  0.3159  0.3076  -0.0496
O  0.4486  -1.1438  1.6412
O  -0.327  -1.2536  -1.459
O  0.8819  0.3473  -1.3581
O  0.696  -1.9072  1.1177
O  2.0071  -2.5959  -1.9949
O  -0.2784  -0.4265  0.3808
O  0.8831  -0.2406  -0.4858
O  0.0622  -0.9998  1.6115
O  -0.0496  -1.2588  -0.3278
O  -0.7786  -0.8392  -0.4014
O  -0.1908  1.0804  0.6089
O  -0.671  0.6904  1.3323
O  -0.1226  2.1381  -1.115
O  -0.0514  1.2212  0.2783
O  0.434  -0.7611  -0.1724
O  -0.9663  -0.3672  -0.642
O  1.927  -0.8605  2.0393
O  0.7903  -2.9895  -0.2995
O  -0.241  0.5464  -1.7026
O  0.8527  -0.0087  0.9824
N  -0.6191  -0.5698  -1.8769
O  1.607  2.3332  -1.2075
O  0.093  -0.2048  0.3531
O  0.8348  -0.3825  0.2835
O  0.3224  0.5788  1.3586
O  -1.2678  -0.4806  0.9113
O  4.7334  -1.5205  1.1097
N  0.2505  -1.7379  0.6231
O  0.4214  0.7426  -1.2449
O  -3.8948  -2.2495  -1.488
O  1.3603  -2.0887  -1.045
O  2.0804  -2.0241  1.5001
O  0.1928  -0.0374  0.2295
O  -0.9962  1.7209  0.171
O  -0.7405  -1.7298  0.1187
O  1.2103  -0.6034  0.8223
O  0.0465  -1.298  1.3883
O  0.1955  -0.2136  -1.2344
O  0.5543  2.7585  -0.4654
O  -1.1778  0.5552  0.7546
O  -1.7329  0.9556  0.2981
O  0.3749  0.427  2.0873
O  1.5731  1.1085  -2.2605
O  1.1902  -1.4096  -1.9747
